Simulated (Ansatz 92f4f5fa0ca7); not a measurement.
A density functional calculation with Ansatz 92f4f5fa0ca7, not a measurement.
Periodic cell of 189 atoms, Si117O72, from a study of silicon, its oxide and their interface. The atomic structure is a simulated model.

Settings: functional r2SCAN; potential files Ansatz norm-conserving; basis plane waves; wave-function cutoff 1300 eV; density cutoff ratio 4; exchange-correlation grid ratio 1; k mesh 2 x 2 x 1, shifted by 0.5 0.5 0.5 of a step; self-consistency stop 5e-08 eV per atom in the density residual; occupations Fermi-Dirac, 0.05 eV; spin none; net charge 0.

Cell vectors (angstrom)
a	11.5403	0	0
b	0	11.5403	0
c	-3.3251	-3.5618	24.992

Atoms and the computed forces on them: element, x, y, z (angstrom), force x, y, z (eV/angstrom)
Si	10.9926	11.1595	0.1119	0.0579	-0.016	-0.4266
Si	10.932	2.7119	0.3338	0.1983	-0.241	-0.6408
Si	10.9419	5.757	-0.1595	0.0881	0.2967	-0.602
Si	3.2038	10.0824	0.2984	-0.2573	-0.3106	-0.3599
Si	3.2118	3.863	-0.0037	-0.1065	0.0716	-0.7006
Si	3.1494	6.9869	0.5944	0.1767	-0.0783	-0.8392
Si	7.1706	10.0588	0.4662	-0.1072	-0.3503	-0.2032
Si	7.0661	3.0277	-0.1864	-0.007	-0.2817	-0.6267
Si	7.0792	6.9878	0.4247	-0.2135	0.0169	0.495
Si	1.2731	10.5656	1.563	-0.0188	-0.0474	-0.2273
Si	1.4107	2.9314	1.4402	0.1644	0.1642	-0.1681
Si	1.0742	6.7065	1.5084	-0.1888	-0.117	-0.1959
Si	5.1119	10.5676	1.5831	0.0938	-0.104	-0.3254
Si	5.1182	2.9566	1.2313	-0.1676	0.0475	-0.0334
Si	5.1105	6.6756	1.747	0.356	0.2745	-0.3428
Si	9.1518	10.6307	1.5551	0.0419	-0.0206	-0.2692
Si	8.8923	2.7609	1.4197	-0.1423	-0.0034	-0.1719
Si	9.1582	6.4949	1.3997	-0.1642	-0.1148	-0.5514
Si	1.3942	0.9942	2.8486	0.0693	0.123	0.0329
Si	1.2605	4.7952	2.8547	0.0619	-0.0518	0.2365
Si	1.1396	8.6234	2.9279	-0.2013	-0.0065	0.0053
Si	5.0777	1.0579	2.7666	0.0004	-0.012	-0.1824
Si	5.1394	4.6772	2.8691	0.1151	0.0425	0.1414
Si	5.138	8.6492	2.9974	0.2602	-0.0974	0.4015
Si	8.9393	0.9658	2.9127	0.0277	-0.0678	0.0644
Si	8.965	4.6631	2.8211	-0.0692	0.02	0.0347
Si	9.1262	8.5434	2.8068	0.1018	-0.0263	0.0794
Si	-0.602	1.0008	4.2026	0.0403	0.0296	-0.0268
Si	10.8776	4.7074	4.2004	0.0936	0.059	-0.0708
Si	-0.6671	8.588	4.3761	-0.0329	0.0111	-0.1826
Si	3.2521	0.9873	4.2596	-0.1368	0.021	0.0794
Si	3.1987	4.7648	4.1979	-0.0768	-0.2104	-0.0417
Si	3.145	8.595	4.2757	0.1393	-0.0152	-0.2366
Si	6.9904	0.9749	4.2153	0.0397	0.0395	0.0039
Si	7.0647	4.7368	4.2051	-0.0384	0.0514	-0.0788
Si	7.1551	8.5818	4.2544	-0.2246	0.0828	-0.2466
Si	10.9082	10.6013	5.581	-0.0125	-0.0311	-0.0504
Si	10.9108	2.8809	5.6404	0.0437	0.0591	0.0172
Si	10.8906	6.5816	5.6246	-0.0267	-0.0678	-0.0192
Si	3.2023	10.5587	5.5739	-0.0441	0.0404	-0.1016
Si	3.1977	2.9165	5.631	-0.0094	0.1056	-0.0077
Si	3.2011	6.6277	5.6089	0.0318	0.0217	0.0098
Si	7.0604	10.5612	5.5531	0.0111	-0.1044	-0.1604
Si	7.0459	2.8879	5.6234	-0.0144	0.0084	-0.0359
Si	7.0741	6.6187	5.6	0.0266	-0.064	-0.0947
Si	1.2921	10.553	6.9403	0.0498	0.087	-0.0696
Si	1.2899	2.9314	7.0124	0.0096	-0.1441	-0.014
Si	1.2813	6.5643	6.9839	-0.0427	-0.0322	-0.052
Si	5.1332	10.5492	6.9104	-0.0109	-0.084	0.0108
Si	5.1227	2.9348	6.991	0.0001	-0.0601	0.0382
Si	5.141	6.5846	6.9586	0.0452	0.0789	-0.0017
Si	8.9717	10.5911	6.9073	-0.0593	0.1892	-0.0251
Si	8.9694	2.9205	6.9806	0.0128	-0.0826	-0.0065
Si	8.9734	6.5703	6.9839	-0.0188	0.0648	-0.0007
Si	1.301	0.9626	8.2497	-0.031	0.213	0.0998
Si	1.291	4.7545	8.5518	0.0266	0.0623	0.1241
Si	1.2862	8.5487	8.1954	0.0088	-0.145	-0.0085
Si	5.1085	0.9705	8.2443	-0.0098	0.1728	0.082
Si	5.1288	4.757	8.5308	-0.0396	0.0197	0.1363
Si	5.1467	8.5643	8.1712	-0.0045	-0.1428	-0.0191
Si	8.9426	0.9818	8.2455	0.0506	0.0533	0.0552
Si	8.9657	4.7428	8.5215	0.0308	0.0287	0.1016
Si	8.9777	8.59	8.1412	-0.0002	-0.284	0.0122
Si	10.8889	0.9843	9.5296	0.0321	0.1578	-0.2898
Si	10.884	4.7621	9.965	-0.0035	-0.0949	0.0131
Si	10.8756	8.5392	9.4874	-0.091	-0.0703	-0.2772
Si	3.2002	0.9671	9.6284	0.0243	0.1655	-0.2101
Si	3.2148	4.7134	10.0195	0.0004	-0.1165	0.0326
Si	3.2345	8.4143	9.4919	0.1026	-0.1312	-0.1989
Si	7.0258	1.0589	9.5928	-0.1005	0.2003	-0.2225
Si	7.0553	4.7804	9.9809	-0.0139	-0.0389	0.0868
Si	7.0754	8.5751	9.4849	-0.0122	-0.039	-0.2835
Si	10.8822	10.5214	10.6338	0.0221	0.0819	0.2069
Si	10.8636	2.6492	11.1871	0.026	-0.0323	0.1872
Si	10.8601	6.8811	11.1505	-0.0839	0.0971	0.3258
Si	3.2211	10.4051	10.5748	-0.0759	-0.033	0.0605
Si	3.1645	2.6405	11.3695	-0.0204	-0.0632	0.1523
Si	3.2772	6.7875	11.2507	0.0378	0.1453	0.1611
Si	7.0789	10.5669	10.629	0.0681	-0.0506	0.0831
Si	7.0166	2.7305	11.3215	0.0211	-0.0752	0.1036
Si	7.0908	6.9186	11.1446	0.0407	0.0885	0.0537
Si	1.305	10.3243	11.818	0.0464	-0.0259	1.0157
Si	1.1499	1.8343	12.482	-0.0786	-0.5188	0.6768
Si	1.276	7.3518	12.3965	0.1057	0.4802	0.862
Si	5.1349	10.4329	11.8106	-0.0574	0.143	1.0048
Si	5.1186	1.9912	12.6424	-0.1352	-0.6293	0.7405
Si	5.2645	7.4548	12.5445	0.0832	0.3975	0.844
Si	8.9771	10.7095	11.9173	0.0626	0.0349	1.1642
Si	8.979	2.1761	12.5609	0.009	-0.2683	0.5646
Si	8.9423	7.7004	12.4179	0.0293	0.1759	0.8762
Si	1.7572	2.227	15.3214	0.109	-0.0044	0.4765
Si	1.8218	5.5049	20.2687	-0.3916	-0.1036	-0.616
Si	3.6262	4.0788	18.6827	-0.0261	-0.1717	-0.0768
Si	8.0182	7.3386	19.6848	0.0434	0.0489	-0.1443
Si	9.1746	6.7565	15.4216	0.0934	-0.0246	0.3554
Si	9.0002	0.1248	17.977	0.0383	-0.1443	-0.0137
Si	0.339	5.9156	15.001	-0.1246	0.0304	0.5112
Si	-1.4411	1.838	20.1492	0.0437	-0.0586	-0.1751
Si	5.806	0.4284	18.0462	0.1182	-0.0103	0.3004
Si	4.601	1.133	15.4816	-0.0865	-0.1546	0.3266
Si	5.5673	6.4747	18.4733	0.0295	-0.1632	0.021
Si	-3.8451	3.2735	21.7531	0.0761	-0.0747	-0.5774
Si	3.6789	-3.6719	20.2443	0.0814	0.0638	-0.4041
Si	0.6466	7.9188	22.7875	-0.0862	0.0864	-0.2987
Si	4.8632	7.0586	15.5495	-0.1503	0.0547	0.4898
Si	8.0949	6.2482	22.2784	0.0514	0.1893	-0.2759
Si	3.3425	2.0104	23.0985	-0.1097	0.0469	-0.5721
Si	3.2474	6.2223	22.4846	0.141	-0.202	-0.2334
Si	10.9089	2.282	17.2935	-0.0461	-0.1095	0.2257
Si	5.0735	1.9664	20.4898	0.094	-0.1085	-0.515
Si	5.3602	9.9019	16.2371	0.033	-0.0033	0.2429
Si	2.747	4.8176	15.937	0.0676	-0.1675	0.3103
Si	8.1008	8.9866	17.2895	0.0251	0.2569	0.1639
Si	9.6834	4.0069	15.0614	0.0086	0.0503	0.3268
Si	10.5919	6.5804	20.86	-0.0119	-0.1651	-0.3984
Si	2.6603	-1.4748	22.0516	-0.1016	-0.0095	-0.5551
Si	0.7898	0.7757	22.2	-0.1756	0.1837	-0.5575
O	10.9204	4.1183	-0.5917	0.0139	0.5471	0.7423
O	10.9897	12.748	-0.4612	-0.0128	-0.0536	0.7872
O	10.0547	0.9202	17.0361	0.0123	0.2287	0.2088
O	3.3381	3.4998	-1.6257	0.0823	0.0495	0.5466
O	7.6772	8.6852	18.8449	0.0363	-0.221	-0.1264
O	1.8772	-0.1834	21.4467	0.0079	-0.1269	0.4755
O	7.0596	6.1984	19.0395	-0.0692	0.3906	0.0663
O	8.7192	7.1429	13.9325	0.1006	0.0235	-0.2809
O	9.7032	6.0059	22.0946	-0.1451	0.1327	0.0024
O	7.0769	8.5184	0.995	0.2647	0.1918	-0.4302
O	3.2579	8.472	-0.2468	-0.1874	0.0695	0.7801
O	7.3851	9.7362	-1.1375	-0.0937	0.351	0.4611
O	9.6057	6.9194	19.5998	-0.1635	-0.0162	0.4198
O	7.6807	6.5931	23.793	0.026	0.3099	0.2179
O	-2.4975	2.793	20.943	-0.2561	0.0641	0.2369
O	10.1147	3.413	16.4919	-0.0042	-0.0256	-0.3921
O	1.2916	8.9856	12.8209	-0.0485	-0.3983	-0.8831
O	1.3878	0.1935	12.6454	-0.1069	0.5079	-0.3621
O	5.0817	11.88	12.5824	0.039	0.3237	-0.0989
O	0.7399	2.0276	14.0868	0.2264	0.0842	-0.5333
O	3.7503	-1.2563	23.2611	-0.0643	0.3957	0.9099
O	5.0828	-0.4149	15.2041	-0.0651	0.1296	0.1866
O	5.5865	6.9233	14.1059	-0.1697	0.1721	-0.7615
O	3.6067	6.0636	15.4265	0.0245	0.0301	-0.0032
O	2.7829	4.9774	21.505	0.0632	0.4536	0.2141
O	5.148	2.1596	14.3292	-0.054	-0.0055	-0.8652
O	5.1133	-1.0198	17.734	0.1979	0.1215	-0.4739
O	3.0286	11.2042	-0.9214	0.1818	-0.26	0.1194
O	8.9586	0.5292	12.9076	0.0493	0.232	-0.8339
O	2.0977	4.4388	19.0915	0.3366	0.2346	0.2668
O	8.9929	9.326	12.8233	-0.0242	-0.5285	-0.7229
O	5.7066	6.5585	16.8578	-0.1728	0.1557	-0.2295
O	9.0148	2.9637	14.0224	0.0879	-0.124	-0.3816
O	7.4184	0.4675	17.7921	-0.0089	-0.0846	0.0034
O	2.9635	1.1503	15.496	0.1245	0.2475	-0.2198
O	6.434	2.6986	20.9222	-0.01	0.0298	0.298
O	-0.2884	1.3778	21.1716	0.2591	-0.1403	0.3478
O	1.7606	6.7557	22.8474	0.0374	0.1081	-0.0904
O	5.1791	1.511	16.9829	-0.0965	-0.2931	-0.3916
O	7.6587	7.4779	21.2733	0.234	-0.454	0.0701
O	1.2746	5.4458	16.2631	0.0224	-0.0097	-0.4833
O	6.9281	9.4613	16.2739	-0.1638	-0.0239	0.0365
O	-0.7065	2.6047	18.8962	-0.1893	-0.2525	-0.0777
O	1.2563	6.5539	13.8418	-0.0898	0.1142	-0.4878
O	4.8079	7.8111	19.0688	-0.115	-0.2532	0.1432
O	4.6866	5.2407	19.0177	-0.0865	0.1249	-0.1353
O	3.7392	1.047	24.3626	-0.031	0.0521	-0.0682
O	11.0128	4.6756	14.3661	-0.048	0.055	0.0456
O	4.4426	8.6114	15.8752	0.2953	-0.2019	-0.2012
O	0.2108	5.5137	20.4666	0.1534	0.3154	0.247
O	2.4628	3.645	14.8666	-0.077	-0.0683	0.077
O	5.4958	0.6692	19.6157	-0.0587	0.2858	-0.0819
O	3.542	3.9731	17.0788	-0.197	0.2847	-0.1107
O	0.8943	2.1983	16.7214	0.0347	0.0885	-0.4234
O	3.1039	5.5207	-0.2277	0.0342	-0.5054	0.3121
O	5.168	9.1032	12.8099	0.0205	-0.2638	-0.5652
O	2.3325	-4.5257	19.8208	0.161	-0.1285	0.334
O	11.319	7.928	21.4073	0.2235	-0.1965	0.4688
O	4.2517	1.5965	21.8251	-0.2877	0.184	0.4113
O	-3.8003	2.8524	23.3181	-0.0856	-0.2074	0.6183
O	4.2424	-4.3935	21.5809	-0.4021	-0.1505	0.2299
O	-0.7513	6.9596	15.5813	-0.095	-0.3277	-0.3522
O	4.112	2.7827	19.4759	0.136	0.0321	0.2049
O	7.0041	7.0204	-1.2404	0.0302	-0.2472	0.4263
O	1.7531	1.9645	22.7677	0.326	-0.0846	0.2077
O	1.493	-2.2775	22.8298	0.0543	-0.0649	0.0546
O	7.4436	4.8736	21.7433	0.1007	-0.0356	0.2521
O	8.6849	5.206	15.5294	0.3104	0.1158	-0.2514
O	3.2983	-2.1635	20.7099	-0.1576	-0.1328	0.4827
O	9.229	10.1341	17.4789	-0.3272	0.0569	0.046
O	8.6171	7.6107	16.6606	0.0051	-0.102	-0.3702
O	9.3685	0.5013	19.5315	0.0698	0.2385	-0.1906

Results
free energy: -47205.908 eV
free energy less fixed offsets of O -463.61, Si -117.95 eV per atom: -25.838 eV
pressure: -0.96 GPa
stress xx, yy, zz, yz, xz, xy (GPa, positive in tension): 0.13, 0.93, 1.82, -0.09, -0.13, -0.14
